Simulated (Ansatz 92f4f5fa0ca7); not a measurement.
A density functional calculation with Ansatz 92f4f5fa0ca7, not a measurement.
Periodic cell of 300 atoms, Si194O106, from a study of silicon, its oxide and their interface. The atomic structure is a simulated model.
Doubt: the cutoff is far below the 930 eV that the study's wrapper takes by default for these files, so forces and energies are approximate.

Settings
functional: PBE
potential files: Ansatz PAW
basis: plane waves
wave-function cutoff: 580 eV
density cutoff ratio: 5
exchange-correlation grid ratio: 1
k mesh: 1 x 1 x 1, Gamma-centred
self-consistency stop: 5e-08 eV per atom in the density residual
occupations: fixed
spin: none
net charge: 0

Cell vectors (angstrom)
a  11.6015  0  0
b  0  10.938  0
c  0  0  42.3518

Atoms and the computed forces on them: element, x, y, z (angstrom), force x, y, z (eV/angstrom)
Si  0  0  0.9665  -0.0139  -0.0235  -0.0141
Si  3.8672  0  0.9665  -0.001  0.0789  -0.0101
Si  7.7343  0  0.9665  0.0137  0.0239  -0.0055
Si  1.9336  1.3673  0.9665  -0.0128  -0.055  0.0075
Si  5.8008  1.3673  0.9665  0.0071  -0.1125  -0.0004
Si  9.6679  1.3673  0.9665  0.0003  0.0011  -0.0095
Si  0  5.469  0.9665  -0.0008  0.0008  0.0132
Si  3.8672  5.469  0.9665  -0.0033  0.0615  0.01
Si  7.7343  5.469  0.9665  0.0055  0.007  -0.0074
Si  1.9336  6.8362  0.9665  -0.0161  -0.0327  0.0102
Si  5.8008  6.8362  0.9665  0.0171  -0.0753  0.001
Si  9.6679  6.8362  0.9665  0.0013  -0.0057  -0.0093
Si  1.9336  2.7345  41.3848  -0.0019  0.0551  0.0001
Si  5.8008  2.7345  41.3848  -0.0105  0.1415  -0.0427
Si  9.6679  2.7345  41.3848  0.0064  0.009  -0.0054
Si  0  4.1018  41.3848  -0.0061  0.0327  0.0465
Si  3.8672  4.1018  41.3848  -0.0069  -0.0468  -0.0047
Si  7.7343  4.1018  41.3848  0.0038  -0.0158  -0.0091
Si  1.9336  8.2035  41.3848  0.0093  0.0411  -0.0038
Si  5.8008  8.2035  41.3848  0.0017  0.069  -0.0077
Si  9.6679  8.2035  41.3848  0.0039  -0.0092  0.0211
Si  0  9.5708  41.3848  0.0049  0.0069  0.0073
Si  3.8672  9.5708  41.3848  -0.0001  -0.1222  -0.0439
Si  7.7343  9.5708  41.3848  0.0079  -0.0164  0.0048
Si  0  0  4.8337  0.0438  0.1126  -0.336
Si  3.8672  0  4.8337  0.0751  0.0827  -0.1025
Si  7.7343  0  4.8337  -0.0803  0.0749  0.0516
Si  1.9336  1.3673  4.8337  0.0522  -0.0132  0.155
Si  5.8008  1.3673  4.8337  -0.114  -0.0318  0.2924
Si  9.6679  1.3673  4.8337  0.0783  0.0169  -0.1964
Si  0  5.469  4.8337  0.0364  0.0975  -0.0769
Si  3.8672  5.469  4.8337  0.0766  -0.0649  0.182
Si  7.7343  5.469  4.8337  -0.2144  -0.0601  -0.1127
Si  1.9336  6.8362  4.8337  0.029  -0.2303  -0.2151
Si  5.8008  6.8362  4.8337  -0.066  0.0153  0.2589
Si  9.6679  6.8362  4.8337  -0.0045  -0.1068  -0.1478
Si  1.9336  2.7345  2.9001  0.0158  0.0735  0.0267
Si  5.8008  2.7345  2.9001  0.0055  0.1421  0.0341
Si  9.6679  2.7345  2.9001  -0.0047  -0.0495  -0.0448
Si  0  4.1018  2.9001  -0.0181  -0.0218  0.012
Si  3.8672  4.1018  2.9001  0.003  -0.0882  0.0318
Si  7.7343  4.1018  2.9001  -0.005  0.0283  -0.0441
Si  1.9336  8.2035  2.9001  0.0239  0.0317  -0.0194
Si  5.8008  8.2035  2.9001  -0.0254  0.1135  0.0421
Si  9.6679  8.2035  2.9001  -0.0301  -0.0258  -0.0379
Si  0  9.5708  2.9001  0.0086  0.056  -0.0272
Si  3.8672  9.5708  2.9001  -0.021  -0.0777  0.005
Si  7.7343  9.5708  2.9001  0.0128  -0.0264  -0.0082
Si  -0.1103  -0.1956  31.848  -0.2902  -0.4452  -0.0941
Si  1.3433  1.6303  31.6405  -0.4586  0.4095  -0.3019
Si  6.0314  2.0692  31.0552  0.247  -0.0276  -0.0626
Si  3.3428  0.7495  30.8754  0.0029  -0.0033  -0.3458
Si  9.2036  0.3498  32.265  0.1592  0.1799  0.0909
Si  8.0559  0.1527  30.223  0.0261  0.1116  -0.2614
Si  -0.2224  5.421  32.0769  0.2365  -0.3303  -0.1075
Si  1.3196  6.2772  29.0843  0.0936  -0.1556  -0.1363
Si  9.6439  6.9807  31.7708  -0.1465  0.3432  -0.2009
Si  2.0248  6.2427  32.0461  -0.1121  0.2892  -0.3261
Si  6.3099  6.0707  29.0182  -0.158  0.2023  -0.2709
Si  7.4552  6.0648  31.8763  0.3371  -0.591  -0.2418
Si  1.7722  2.6948  33.6915  -0.1095  0.1102  0.2171
Si  7.6372  4.2382  33.5409  -0.0401  0.1803  0.0562
Si  9.3987  2.5525  33.5913  -0.0067  -0.0363  -0.1473
Si  -0.2386  3.9309  33.8362  0.0043  0.0044  0.1077
Si  3.6846  4.1118  33.6313  -0.1579  0.371  -0.4081
Si  5.7347  2.8717  33.3432  0.205  0.0452  0.2046
Si  0.1585  9.4302  33.7409  0.1184  -0.0091  0.0543
Si  8.0201  9.7362  33.7089  0.0619  0.0209  -0.062
Si  9.7675  8.1826  33.7809  0.1472  0.077  0.1374
Si  2.1242  8.121  33.5774  -0.0229  -0.3816  -0.1052
Si  3.9976  9.5734  33.3543  -0.1572  0.4197  -0.2504
Si  6.0382  8.3574  33.5184  0.3457  -0.3436  -0.0659
Si  -0.0091  -0.0309  35.6041  0.0745  0.0789  -0.0577
Si  3.9055  -0.0459  35.4074  0.0532  0.0962  0.0505
Si  7.7218  0.0422  35.6433  -0.0019  0.0977  0.1822
Si  1.9403  1.2988  35.5795  -0.042  -0.069  -0.0589
Si  5.7889  1.4169  35.3961  -0.0478  0.0576  -0.1228
Si  9.6462  1.3867  35.6358  -0.1554  -0.2291  -0.0597
Si  -0.0067  5.4422  35.6585  -0.1783  -0.063  -0.037
Si  3.9082  5.4734  35.578  -0.0294  0.0835  -0.0634
Si  7.6973  5.4664  35.5885  0.1317  0.1207  -0.1344
Si  1.9714  6.8311  35.5807  0.0893  -0.2042  -0.0831
Si  5.8273  6.9447  35.5259  -0.0505  -0.0497  -0.0827
Si  9.6607  6.7964  35.6609  0.0268  -0.1938  -0.0331
Si  1.9666  2.7155  37.5017  0.0805  0.0342  -0.0344
Si  5.7934  2.6936  37.4493  0.0104  0.1569  0.0052
Si  9.6808  2.7559  37.5431  -0.011  0.1173  -0.0574
Si  0.0324  4.0814  37.5597  0.0293  0.0047  0.0131
Si  3.8937  4.1091  37.5116  0.0697  -0.1655  0.0095
Si  7.7174  4.0891  37.5189  -0.0717  -0.0395  -0.0689
Si  1.9414  8.2134  37.5139  -0.0158  0.0385  -0.0602
Si  5.7841  8.2037  37.52  0.0109  0.1487  0.0183
Si  9.6518  8.2151  37.5436  -0.0425  0.0608  -0.0789
Si  -0.0083  9.5632  37.5405  -0.003  -0.0672  -0.0812
Si  3.8763  9.6069  37.4557  0.0003  -0.1418  -0.0663
Si  7.7083  9.5759  37.5351  -0.0932  -0.0575  0.0203
Si  0  0  39.4512  0.0022  0.0782  0.0696
Si  3.8672  0  39.4512  -0.0111  0.0559  -0.2156
Si  7.7343  0  39.4512  -0.042  0.0661  0.1231
Si  1.9336  1.3673  39.4512  0.0847  -0.0433  -0.0222
Si  5.8008  1.3673  39.4512  0.0041  -0.1026  -0.2884
Si  9.6679  1.3673  39.4512  -0.0189  -0.0594  0.0653
Si  0  5.469  39.4512  0.0857  0.0253  0.1768
Si  3.8672  5.469  39.4512  0.0353  0.0115  0.0217
Si  7.7343  5.469  39.4512  -0.044  -0.0108  -0.0329
Si  1.9336  6.8362  39.4512  0.0446  0.0135  -0.0315
Si  5.8008  6.8362  39.4512  -0.0669  -0.0736  0.0006
Si  9.6679  6.8362  39.4512  -0.0591  -0.0615  0.0776
Si  1.9443  2.7477  6.7853  -0.059  0.2176  -0.0609
Si  5.7562  2.6304  6.8824  -0.1407  0.0175  0.013
Si  9.6522  2.7884  6.7082  -0.0314  0.0598  0.0251
Si  0.0285  4.1328  6.7699  0.1432  -0.0593  0.043
Si  3.8786  4.1291  6.829  -0.013  -0.1683  0.0728
Si  7.6731  4.064  6.7333  0.1005  0.0034  0.0906
Si  1.9654  8.1868  6.7305  -0.0795  0.1111  -0.085
Si  5.7756  8.1878  6.8288  0.0074  0.0214  0.062
Si  9.6639  8.2433  6.7046  0.1053  0.0519  0.0307
Si  0.0312  9.5369  6.6884  0.0417  -0.0005  -0.0314
Si  3.8428  9.5944  6.7709  0.0693  -0.1001  -0.0636
Si  7.7023  9.5605  6.7589  -0.0134  -0.0395  0.0441
Si  -0.0714  0.0154  8.5311  -0.0576  0.0247  -0.2441
Si  3.5681  -0.1456  8.7921  0.173  0.1548  0.14
Si  7.7115  -0.0988  8.7403  0.0059  -0.0368  0.1774
Si  1.8101  1.4453  8.7508  -0.1979  -0.0998  0.0098
Si  5.6924  1.1799  8.8997  -0.137  -0.0548  0.0585
Si  9.6093  1.342  8.5408  -0.0286  -0.0939  -0.1241
Si  0.1025  5.5452  8.6854  0.1087  0.1692  -0.1231
Si  3.8774  5.5054  8.8165  -0.0359  0.0322  -0.0262
Si  7.8031  5.4752  8.6069  0.1494  -0.1069  0.0209
Si  2.0371  7.0374  8.7702  -0.0448  -0.0604  0.1264
Si  5.8462  6.821  8.8282  0.0162  -0.0484  0.1945
Si  9.7449  6.827  8.5545  -0.1031  -0.1404  0.0166
Si  1.8209  2.8305  10.7681  -0.0555  -0.4921  0.4408
Si  5.8766  2.8108  10.6669  -0.0411  -0.0332  -0.0202
Si  9.8953  2.5643  10.4832  -0.288  0.0368  0.0757
Si  -0.0813  4.2871  10.6714  -0.0474  0.0917  -0.021
Si  3.8118  4.0308  10.7246  0.4296  0.4205  0.2523
Si  7.8994  4.0076  10.437  0.2004  0.0664  -0.3949
Si  2.3452  9.1076  10.1669  -0.0649  0.006  0.0967
Si  6.023  7.9905  10.9505  -0.2051  -0.1319  -0.0894
Si  9.888  7.9317  10.5862  -0.0987  0.2149  0.055
Si  -0.0357  9.6899  10.474  0.0789  -0.0237  -0.0332
Si  3.8993  8.6375  11.9024  -0.1473  0.0925  -0.0232
Si  7.9226  9.4043  10.6813  0.0191  -0.0954  -0.1952
Si  1.6878  -2.1561  16.4396  -0.0122  0.1387  0.0346
Si  3.1914  -0.706  14.3741  0.0097  0.0789  0.0548
Si  8.3785  -1.8136  14.2486  -0.026  -0.0406  -0.0444
Si  0.8441  0.9699  13.1191  -0.4118  -0.0692  -0.1561
Si  6.6787  2.4366  12.8595  -0.2175  0.0942  -0.1008
Si  10.5768  0.5263  11.77  0.1273  0.0504  0.2958
Si  -1.2039  5.9884  12.0907  0.4878  0.1331  0.2788
Si  3.7447  5.9669  13.3143  -0.1525  0.2186  -0.0253
Si  8.2098  5.0383  12.5186  -0.4489  -0.4852  -0.0763
Si  -0.6619  7.4193  14.6763  0.0792  -0.1292  0.1576
Si  6.6449  6.7631  12.9184  -0.0194  0.1771  0.2457
Si  8.4607  10.7042  12.5515  0.0845  0.1495  -0.0034
O  -1.6733  8.6034  14.258  -0.1146  0.0908  -0.0736
O  6.4364  11.8227  15.7616  0.0855  -0.0524  0.0199
O  7.7175  3.64  13.3714  0.0684  0.0287  0.045
O  -0.8815  3.7001  15.7385  -0.0829  0.0841  0.0049
O  12.174  8.0787  15.491  -0.045  -0.0292  -0.0287
O  7.3403  7.9025  13.8964  0.0444  0.1253  0.1544
O  7.4165  11.9298  12.9181  0.3387  -0.2057  -0.0467
O  6.0516  -1.0853  17.4985  0.0473  0.0464  0.0655
O  -0.205  6.5827  13.3351  -0.268  -0.0914  -0.3321
O  -1.493  6.3619  15.617  -0.0913  0.0347  -0.1279
O  8.0178  -1.2477  15.7359  0.0872  -0.1503  -0.0247
O  11.9741  12.743  17.0859  0.0234  -0.0543  0.0765
O  6.9181  -5.4277  30.4099  0.0004  0.0052  0.3269
O  3.0416  10.9939  29.4092  0.0011  -0.0466  0.2346
O  0.4377  4.8926  29.0576  -0.0335  -0.0871  -0.1322
O  2.272  6.2585  27.7804  -0.2047  0.0267  0.1764
O  0.3933  7.5786  28.9343  -0.0193  0.033  0.0269
O  8.8066  1.245  29.2454  0.0166  -0.0481  -0.0153
O  0.6159  2.6604  30.5093  0.3655  -0.5146  0.1788
O  6.5433  7.6639  29.0594  -0.0039  0.0808  0.0134
O  -11.4727  -1.1314  30.4626  -0.0907  0.2025  0.2594
O  3.2798  -5.7306  32.3859  -0.0204  -0.2859  0.5569
O  9.8375  7.9295  30.3873  -0.0659  -0.0292  0.2452
O  4.7089  5.8043  28.8417  0.0043  -0.0631  0.0786
Si  1.4396  7.4308  19.356  -0.0025  -0.0393  -0.2266
Si  10.5786  13.5715  20.5378  0.0835  0.0153  -0.1268
Si  -0.2785  3.9996  30.2461  0.0151  0.5772  0.2555
Si  2.9643  11.3945  27.8391  0.0765  0.062  -0.3282
Si  -0.334  9.4139  24.3657  -0.0455  -0.0033  0.2717
Si  -0.9636  5.3037  19.4003  0.0635  -0.0543  -0.3069
Si  17.1739  8.6155  21.2867  -0.0936  0.136  -0.0866
Si  1.1894  8.98  21.8944  -0.0839  0.0104  0.0087
Si  7.251  4.0694  26.901  -0.1857  0.1076  0.1068
Si  4.6388  9.0102  26.4555  0.047  -0.2636  0.2199
Si  8.5067  2.8385  29.2342  0.0761  -0.1517  -0.0788
Si  -0.6013  8.703  29.5158  0.031  -0.1562  -0.0659
Si  4.4345  13.9753  26.7456  -0.0381  0.1784  0.1261
Si  3.3078  6.939  21.6538  -0.1015  -0.015  -0.0649
Si  2.1799  15.8313  15.8593  -0.0981  -0.1754  0.1746
Si  5.7318  14.7521  20.0383  -0.0706  0.0439  -0.2417
Si  7.707  10.3194  20.9204  -0.0065  0.0385  -0.0848
Si  7.3634  12.1651  23.4443  -0.0188  -0.0029  0.2375
Si  4.8954  10.3912  23.7417  -0.0378  -0.103  0.3068
Si  6.8982  4.228  23.7602  0.0303  -0.0316  0.3126
Si  0.9083  11.7646  25.6998  0.0102  0.0139  0.1501
Si  -1.9268  9.1509  26.7986  -0.2004  -0.0394  -0.0647
Si  9.3726  0.3147  18.7672  0.0444  0.0038  -0.2571
Si  5.084  12.5875  15.2851  0.1077  -0.0215  0.1175
Si  3.8324  6.029  27.4694  0.0591  0.0451  0.0478
Si  4.2158  14.6525  17.5822  -0.1533  0.0973  -0.1263
Si  4.1538  4.4792  22.6608  0.0586  -0.0512  0.0724
Si  7.1798  -0.2305  16.6644  -0.2358  0.1252  0.1066
Si  -0.7999  5.1657  16.4647  0.206  -0.1447  -0.011
Si  3.8728  12.6096  19.5781  -0.146  0.0442  -0.2269
Si  0.3442  13.5508  15.6786  0.1622  0.0925  0.0676
Si  3.2836  12.9277  24.1723  0.0089  -0.0364  0.3771
Si  -4.4012  8.8099  28.1382  -0.0795  -0.2101  -0.0795
Si  12.0565  0.3361  17.7758  -0.0384  0.0248  -0.1445
Si  9.6793  11.5393  25.1255  0.0093  -0.0716  0.2429
Si  8.5175  15.471  21.3102  0.0375  -0.0698  0.0283
Si  5.4313  10.1856  18.9646  -0.0529  0.0122  -0.1861
Si  12.9417  11.7934  20.8118  -0.0457  -0.0096  -0.2641
O  -1.5745  5.1292  17.8914  0.0216  0.0431  0.1325
O  14.4211  12.4679  20.8023  -0.0418  -0.0006  0.1287
O  6.5488  10.8897  19.9211  0.0579  0.045  0.1109
O  1.3571  10.5871  21.8882  0.0165  -0.0205  0.0186
O  5.0156  8.8172  19.7441  0.0846  -0.0195  0.1505
O  5.3154  13.1732  20.0926  0.0645  -0.03  0.0972
O  1.8844  7.9728  17.8635  -0.0116  -0.0095  0.0819
O  9.0646  10.5935  26.3082  0.0894  0.0711  -0.065
O  5.3873  13.3004  13.8595  -0.0124  0.1367  0.0214
O  4.1439  11.1789  18.8302  0.111  -0.0442  0.058
O  12.6927  11.3662  19.259  0.0345  0.0071  0.1501
O  8.1575  11.4845  17.7111  0.0058  -0.0025  0.08
O  3.0307  5.6636  22.6287  0.0758  0.0245  -0.0501
O  0.8185  5.5155  16.5275  -0.0359  0.0396  -0.0236
O  -0.6244  12.3502  25.7073  -0.0035  -0.0285  -0.0779
O  12.5252  10.2706  24.9999  0.0048  -0.0368  -0.0373
O  5.3997  15.2842  18.5169  0.0721  -0.0444  0.2326
O  4.327  7.4048  26.7049  0.0152  0.0983  -0.0629
O  0.1977  6.4032  19.2497  -0.0174  0.0157  0.1073
O  4.7715  4.4925  21.1515  -0.0565  0.052  0.0378
O  -3.7874  -1.0934  29.2161  0.1016  0.0669  0.1732
O  9.4671  3.2161  21.582  -0.0397  0.0295  0.0237
O  5.3742  4.8221  23.712  -0.0493  0.0212  -0.1046
O  3.5697  10.1071  27.0217  -0.0764  0.1129  0.0307
O  -1.0128  8.511  25.5801  0.0821  0.0684  -0.1054
O  7.4601  4.3075  25.3005  -0.0086  0.0149  -0.2357
O  8.4792  3.3326  27.6677  0.0346  -0.0512  0.1526
O  -1.8483  3.6538  29.9037  -0.0416  -0.0707  0.1001
O  3.6866  12.8695  27.6831  0.0052  -0.0324  0.0438
O  4.7848  13.7682  16.3528  0.0417  -0.113  -0.0567
O  1.7911  14.2959  15.4501  -0.0391  -0.0277  0.0291
O  2.5667  8.2308  22.3136  0.0718  -0.0186  0.0144
O  5.9835  14.0316  27.2065  0.0399  -0.0802  -0.0043
O  4.938  7.1896  21.7063  0.006  -0.0154  0.0207
O  9.8283  1.7494  19.3881  -0.0472  0.0384  0.0908
O  3.3441  3.1122  23.0079  0.0141  0.0702  -0.0788
O  4.9792  9.7909  22.2451  -0.0021  -0.0412  -0.1066
O  2.2334  6.4918  30.4229  0.084  0.0548  0.1793
O  10.5808  -0.335  17.8964  -0.0638  -0.051  0.1059
O  7.2109  8.8073  21.3774  0.009  -0.0533  0.0098
O  4.7033  9.1989  24.8388  0.0153  0.1062  -0.2276
O  4.4104  13.3835  25.2474  -0.0174  -0.0758  -0.2017
O  0.8312  8.5864  20.3489  -0.0273  0.0522  0.0955
O  1.4548  11.6108  27.2348  -0.0184  -0.0096  0.0405
O  8.5408  12.5019  24.5269  -0.0731  0.0252  -0.1373
O  2.7171  6.7424  20.1241  0.0898  -0.0033  0.1355
O  10.502  -1.4909  28.1614  0.0338  0.0507  0.169
O  3.3367  15.8845  17.001  -0.0173  -0.0059  -0.0022
O  11.7322  12.7528  21.3252  0.0388  -0.0361  0.0821
O  3.2596  13.6809  18.4985  0.1004  -0.079  0.1049
O  7.291  4.097  20.3279  0.0766  0.033  -0.0099
O  6.7546  13.6451  23.1417  -0.0105  -0.0228  -0.1023
O  7.0735  2.9615  30.0828  -0.2021  0.0642  0.2
O  3.8841  4.5897  26.6744  0.0211  -0.0999  -0.0636
O  -3.203  8.2062  27.1847  0.0983  0.0974  0.0281
O  7.9299  5.0352  22.7572  0.0345  0.0742  -0.1015
O  9.0556  10.2285  20.0069  -0.0793  -0.0418  0.1171
O  -1.4453  10.5338  23.913  0.038  -0.0513  -0.0658
O  3.6481  0.4876  23.6943  -0.0016  0.0041  -0.1135
O  0.0946  8.5614  23.0518  0.0694  -0.0255  -0.1482
O  1.8109  12.8439  24.869  0.0348  0.0252  -0.1477
O  11.333  3.8885  19.8167  -0.0457  0.0008  0.0726
O  9.4455  5.6296  20.4894  -0.1063  0.0197  0.1266
O  7.9172  11.4014  22.1161  0.0339  -0.056  -0.0831
O  3.8604  0.5871  15.1176  -0.0364  -0.0246  0.0287
O  13.3509  -0.272  13.7087  -0.0015  -0.0076  0.0034
O  4.4415  1.9793  30.6398  -0.1708  -0.0109  -0.0447
O  14.3442  5.671  14.5603  0.1474  0.0411  -0.0965
O  6.5422  0.5277  30.7672  0.0092  0.0628  0.0657
O  6.3199  -3.7722  32.3506  -0.1135  0.3544  0.313
O  3.0048  9.0047  15.4733  0.0136  0.0449  -0.0767
O  3.697  -6.1639  12.221  0.0142  -0.1561  -0.2536
O  15.4568  -11.3215  31.9633  -0.0131  -0.2584  0.459
O  -5.3412  0.2535  24.1369  0.1004  0.0747  -0.074
O  5.3051  -4.7263  13.7557  0.2973  -0.0386  -0.0934
O  15.7521  -1.1878  13.1277  0.015  -0.1299  -0.1538
O  6.0537  9.4209  27.1602  0.0446  0.0528  0.02
O  3.176  7.3372  12.6319  0.1191  -0.0596  -0.1435
O  13.4313  12.9003  12.2413  0.0155  0.2665  -0.5333
O  11.7045  12.6066  14.399  0.0289  0.0468  0.1321
O  7.0367  5.4975  27.6669  0.0459  -0.0606  -0.0037
O  12.9093  -0.6209  16.8098  0.044  -0.0857  -0.0259

Results
free energy: -183607.776 eV
free energy less fixed offsets of O -568.88, Si -635.61 eV per atom: 1.844 eV

The program warned: the cutoff lies below the one the program advises for these potential files; the forces do not sum to zero within the program's tolerance; the exchange-correlation potential is rough where the density is thin.
